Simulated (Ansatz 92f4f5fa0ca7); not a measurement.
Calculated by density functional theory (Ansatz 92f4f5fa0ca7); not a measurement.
Periodic cell of 172 atoms, Si99O73, from a study of silicon, its oxide and their interface. The atomic structure is a simulated model.

Settings
functional: r2SCAN
potential files: Ansatz norm-conserving
basis: plane waves
wave-function cutoff: 1300 eV
density cutoff ratio: 4
exchange-correlation grid ratio: 1
k mesh: 2 x 2 x 1, shifted by 0.5 0.5 0.5 of a step
self-consistency stop: 5e-08 eV per atom in the density residual
occupations: Fermi-Dirac, 0.05 eV
spin: none
net charge: 0

Cell vectors (angstrom)
a	11.5403	0	0
b	0	11.5403	0
c	-4.5139	-0.0636	22.064

Atoms and the computed forces on them: element, x, y, z (angstrom), force x, y, z (eV/angstrom)
Si	7.2845	2.496	0.2859	0.1257	0.3071	0.342
Si	7.4733	5.0886	0.5627	0.0934	-0.0831	0.0607
Si	13.042	9.7349	1.6667	-0.0023	-0.0098	0.1424
Si	8.9086	-2.3888	-0.3546	-0.3575	-0.4377	-0.2991
Si	1.6149	5.468	2.1408	-0.0681	-0.3056	0.0062
Si	0.3037	10.4912	-0.1707	-0.4148	0.5579	-0.4466
Si	3.4042	2.6053	0.5599	0.1144	-0.1556	-0.2703
Si	3.5955	5.6638	0.9453	-0.1244	-0.8067	-0.1249
Si	-0.405	6.1887	-0.9899	-0.4494	-0.1012	-0.1683
Si	1.6313	1.9541	2.0617	0.4037	0.192	-0.1433
Si	-0.2923	4.8741	0.857	0.2069	-0.6053	-0.2028
Si	3.7749	7.9855	0.3035	0.2472	0.4017	-0.4017
Si	5.4371	1.9543	1.7591	-0.2102	0.0293	-0.1356
Si	5.5726	5.5591	2.1101	0.4289	-0.3005	0.0139
Si	5.8622	9.1946	2.0056	0.0666	-0.0059	-0.1647
Si	9.0756	1.6867	1.7765	-0.1235	0.2038	0.1393
Si	9.2162	5.2957	2.0876	0.0417	-0.2553	0.1749
Si	8.254	9.2577	1.9328	0.0965	-0.0295	0.1111
Si	1.6408	3.6628	3.5925	-0.0048	0.1017	0.3194
Si	1.2735	7.3555	3.3791	-0.529	0.0004	0.2707
Si	1.6646	11.4606	3.1652	0.0388	0.2026	0.4962
Si	5.4226	3.6184	3.4713	0.0814	0.1377	-0.0709
Si	5.407	7.4343	3.512	-0.2937	0.0256	0.197
Si	5.404	11.3711	3.0087	-0.1058	0.1616	0.0637
Si	9.0935	3.429	3.4672	0.0814	0.0119	-0.0118
Si	8.9684	7.3304	3.3003	0.1277	0.0615	-0.2568
Si	9.0679	11.212	3.0568	-0.0009	0.0495	0.022
Si	-0.4389	3.5473	4.6415	-0.0451	0.0544	0.1535
Si	-0.6431	7.3242	4.6521	0.0304	-0.0223	0.3059
Si	-0.4087	11.2173	4.3606	-0.0446	0.0111	-0.0778
Si	3.5718	3.6253	4.9684	-0.0338	0.0407	0.0429
Si	3.316	7.4843	4.7033	0.1716	0.0241	-0.0417
Si	3.5388	11.4877	4.5355	0.0608	-0.2406	-0.2079
Si	7.2113	3.5455	4.9915	-0.0797	-0.0246	-0.0347
Si	7.2422	7.2919	4.9499	-0.0831	0.265	0.1542
Si	7.2646	11.3003	4.5466	0.0636	-0.2474	-0.1105
Si	-0.3366	1.5587	5.8063	0.0196	0.1434	0.0226
Si	-0.6164	5.4357	6.0208	-0.2624	0.0513	-0.0931
Si	-0.4802	9.3294	5.8379	-0.0124	-0.1018	-0.0663
Si	3.6082	1.6143	6.2758	-0.0914	0.0606	-0.1287
Si	3.3583	5.6035	6.2863	-0.1249	-0.0229	-0.2448
Si	3.44	9.5583	5.8284	0.051	0.109	-0.1298
Si	7.2541	1.4809	6.1416	-0.0597	0.0563	-0.1706
Si	7.0913	5.4715	6.4992	0.2143	-0.0104	-0.1842
Si	7.2604	9.4134	6.051	-0.1331	0.1029	-0.1965
Si	1.501	1.683	7.3422	-0.4271	-0.1703	-0.0289
Si	1.2698	5.3687	7.3684	-0.2144	-0.0294	0.305
Si	1.4822	9.5716	7.1083	-0.2949	-0.1052	0.054
Si	5.4872	0.6864	7.5097	0.1713	0.2066	0.7039
Si	5.1029	5.8506	7.8914	-0.1178	-0.3766	0.6138
Si	5.2582	9.8283	7.2762	0.0503	-0.3701	-0.1051
Si	9.3289	1.6201	7.1994	0.2398	-0.0246	0.0484
Si	9.1781	5.3574	7.5928	0.1898	0.1378	-0.0569
Si	9.236	9.5795	7.3483	0.1942	-0.4151	0.3687
Si	4.5461	8.0748	8.7683	-0.188	0.1987	0.3088
Si	0.6406	6.5792	9.2609	-0.3617	0.0843	0.0909
Si	0.8371	-0.1748	8.473	0.3244	0.2706	0.3266
Si	5.7926	4.7013	10.6142	0.064	0.0299	0.4818
Si	10.9531	1.9098	15.7249	0.0652	-0.0005	-0.1408
Si	6.6551	0.9124	10.5053	-0.0394	-0.2935	0.3687
Si	9.8941	3.3928	8.568	-0.0758	0.0521	0.1517
Si	9.7873	6.9985	9.1344	0.4495	0.4227	-0.1887
Si	9.9864	-0.1055	8.5343	0.0629	-0.1173	0.245
Si	9.2241	-0.3479	10.7096	0.0684	-0.0912	0.1183
Si	2.1209	8.3264	8.9586	-0.0725	-0.1519	-0.0857
Si	0.7572	3.4719	8.6517	0.4949	-0.1465	0.2738
Si	7.1678	4.1247	15.7065	-0.0831	-0.115	0.0292
Si	5.427	2.3472	12.6383	-0.053	-0.2156	0.4087
Si	4.331	8.5559	11.0671	-0.0783	0.352	0.1559
Si	6.7282	1.7981	22.891	-0.1489	0.1565	-0.7643
Si	9.5261	6.8178	11.4903	-0.212	0.0138	0.2479
Si	1.9504	-1.6208	10.6796	0.3805	0.3204	0.0418
Si	4.8081	1.0194	15.2087	-0.1114	-0.1199	-0.1631
Si	7.4081	1.4764	14.4365	0.2263	-0.3517	0.1321
Si	10.0911	4.6239	12.1642	-0.0349	-0.1171	-0.2282
Si	10.8657	-2.2394	12.2381	0.0527	-0.1714	0.108
Si	0.7158	4.9408	11.0886	0.6637	-0.2019	0.0486
Si	9.0297	0.1837	17.6555	0.0022	0.06	-0.2533
Si	3.7137	-0.3474	19.3629	0.1719	-0.3839	-0.3623
Si	8.6306	3.4572	10.5456	0.1124	-0.1624	0.2256
Si	2.7157	6.5324	12.8571	-0.226	-0.186	0.0271
Si	8.722	8.3931	20.3422	0.0622	-0.1153	-0.5418
Si	1.6049	7.9292	15.2997	0.0734	0.0133	0.0521
Si	9.8975	4.7444	14.5727	-0.0649	-0.004	0.662
Si	2.3102	1.3587	20.1533	-0.2633	0.159	-0.3901
Si	5.6156	8.068	16.8634	-0.042	-0.1318	-0.109
Si	4.0797	6.4206	18.9437	-0.2697	-0.0919	0.356
Si	6.1784	4.3393	18.5732	-0.2591	0.0554	-0.0641
Si	-0.6608	1.3179	19.8394	-0.1781	0.1599	-0.1623
Si	10.1359	11.795	13.4593	-0.1745	0.1965	0.2094
Si	1.3465	6.0617	17.5354	0.3235	-0.0252	0.0317
Si	6.5029	7.24	12.215	0.2568	0.4287	0.2662
Si	4.2494	6.6817	21.2368	0.1603	0.2959	-0.5986
Si	6.002	1.3096	18.0801	0.0128	0.3304	-0.3863
Si	5.2098	5.9987	14.6011	0.0473	-0.1403	0.1379
Si	0.9802	2.9194	18.0015	0.0122	0.1025	-0.3066
Si	8.717	-2.9883	17.2286	-0.3384	0.2506	-0.0521
Si	10.5858	7.3382	16.3636	0.5795	-0.3284	-0.2674
Si	3.5459	-1.3388	16.4374	0.0436	0.1949	-0.3094
O	10.4326	-1.8564	-0.2067	0.414	0.24	-0.1911
O	2.9124	9.0166	1.252	-0.0338	-0.3243	0.0771
O	5.2942	8.6069	0.5103	-0.0717	0.1523	0.5395
O	6.6803	3.2874	22.1341	0.0266	0.1902	0.8178
O	12.1597	8.5677	2.4103	0.7158	-0.0232	-0.0272
O	7.3799	4.498	10.3194	-0.3017	-0.2105	0.0554
O	5.8742	1.0511	9.0969	-0.0001	-0.1871	-0.4493
O	4.9861	4.7367	9.2031	0.1099	0.6208	-0.7504
O	9.1602	8.392	8.5073	0.1931	-0.0766	-0.2127
O	5.1473	3.665	11.7236	0.2318	0.198	-0.4312
O	1.8023	5.3342	12.2606	-0.2346	0.1684	-0.1401
O	3.4892	-1.5717	11.2814	-0.0663	-0.4236	-0.0938
O	5.4883	1.0598	11.6421	0.3201	0.1948	-0.2533
O	4.9847	6.936	15.8922	0.0423	0.0571	-0.0771
O	5.7381	4.5155	15.0217	0.1456	0.2583	0.0478
O	6.9616	2.4611	13.2176	-0.2237	-0.0779	-0.0313
O	1.574	-0.1773	9.9906	-0.3223	-0.5559	-0.3733
O	0.0658	8.3777	15.5924	0.0197	-0.364	0.0832
O	1.1497	4.4663	17.6051	-0.066	-0.0514	0.0994
O	5.0474	7.6161	18.3313	0.0376	-0.019	-0.1452
O	-0.1083	6.7913	17.7005	-0.0702	0.0413	-0.342
O	0.6641	7.4335	-0.9768	0.1787	0.0723	-0.1878
O	6.9027	5.144	19.7741	-0.0088	0.3332	0.2484
O	5.2146	0.2383	19.0179	-0.2606	-0.0779	0.0699
O	3.0824	-0.9041	17.9364	0.2614	0.1622	0.2768
O	3.2246	8.2171	-1.2079	-0.4028	0.1568	-0.0031
O	3.5318	4.201	0.0605	-0.0486	0.0635	0.4095
O	-1.3885	1.7097	21.2292	0.1975	0.1256	0.0893
O	5.7509	6.1785	11.2579	0.0474	-0.1392	-0.0678
O	2.5155	9.1594	15.7962	0.0207	-0.1685	0.0753
O	-0.3465	2.6524	18.9251	0.094	-0.3169	0.1565
O	9.902	0.3066	19.027	0.0537	0.1525	0.1027
O	8.9574	-1.3664	17.1467	-0.0045	-0.1662	0.1688
O	7.0985	4.5856	17.2548	-0.123	-0.0706	0.0113
O	9.8484	1.0675	16.5635	0.0267	0.0506	0.0994
O	5.1125	1.613	16.7118	0.158	-0.2029	0.1256
O	8.6955	0.588	14.1289	0.1698	0.1228	-0.1473
O	3.3175	7.3791	11.619	0.3209	0.0208	0.204
O	7.5618	-0.4348	10.7602	0.2269	0.2934	-0.1776
O	10.4805	10.2041	13.5515	0.0476	-0.0447	-0.3955
O	1.3153	3.5997	10.2629	-0.8507	0.4999	-0.7019
O	8.0602	7.4218	11.903	0.0214	-0.1629	0.0095
O	8.7321	8.0784	18.7708	-0.0497	0.1316	0.2776
O	7.5351	2.5358	15.6684	-0.1326	0.1322	-0.1826
O	3.6378	-0.0792	15.3914	0.2049	-0.1304	0.335
O	6.2434	0.3769	14.741	-0.1084	0.514	0.0927
O	7.228	8.1418	16.6818	-0.0141	0.0875	0.1969
O	0.026	12.1262	-0.2124	-0.1407	-0.4244	0.1435
O	8.3032	4.9148	14.8905	0.2201	-0.173	-0.0756
O	3.8439	5.8093	13.772	0.0696	0.3352	-0.1752
O	0.7797	2.063	16.6085	-0.2129	0.1461	0.2851
O	6.0801	2.7429	18.8467	0.0529	0.0191	-0.0599
O	10.6648	7.6896	12.3483	-0.2886	0.245	-0.0612
O	4.4471	2.0516	13.9473	0.3963	-0.0998	-0.0479
O	0.8621	-1.9131	11.8549	-0.0291	0.0348	-0.1618
O	11.2288	1.119	14.3095	-0.3075	-0.0244	0.0328
O	7.5006	0.7277	17.816	0.0445	-0.0779	0.1269
O	6.3554	6.7555	13.7442	-0.2003	0.0086	-0.3121
O	9.7994	-1.8457	11.0666	0.0651	0.3433	0.0734
O	1.8741	7.593	13.7484	0.0717	-0.0717	0.0335
O	7.8406	2.0212	10.6584	-0.0679	0.3515	-0.1405
O	1.937	6.5388	16.0928	-0.2574	0.2224	0.0886
O	5.7039	8.6417	11.9506	-0.1399	-0.4943	0.0858
O	2.4791	6.517	18.6159	-0.0964	-0.0705	-0.4443
O	5.0337	-1.9994	16.5224	-0.1718	-0.1371	0.0811
O	10.4274	3.407	15.3659	-0.0616	0.0761	-0.2496
O	4.6693	4.9694	18.4055	0.2622	0.231	0.0886
O	9.9641	12.1644	11.8672	-0.2126	-0.4405	-0.1005
O	0.7939	0.6584	20.2106	0.1292	0.3491	-0.0677
O	10.5224	6.0554	15.32	-0.1824	0.1137	0.0456
O	3.7486	-1.5714	20.4552	0.2017	0.0343	0.3515
O	8.2162	9.93	20.6001	-0.0736	-0.2781	0.1289
O	2.2759	2.4544	18.8822	-0.2936	-0.4004	0.3513

Results
free energy: -45532.757 eV
free energy less fixed offsets of O -463.61, Si -117.95 eV per atom: -12.177 eV
pressure: -2.00 GPa
stress xx, yy, zz, yz, xz, xy (GPa, positive in tension): 2.22, 2, 1.79, 0.25, -0.22, 0.4
